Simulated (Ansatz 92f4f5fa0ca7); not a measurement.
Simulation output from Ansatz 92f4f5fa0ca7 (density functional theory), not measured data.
Periodic cell of 264 atoms, Si152O112, from a study of silicon, its oxide and their interface. The atomic structure is a simulated model.
This geometry differs little from another in the collection (a relaxation step or a small displacement).

Settings: functional r2SCAN; potential files Ansatz PAW; basis plane waves; wave-function cutoff 800 eV; density cutoff ratio 5; exchange-correlation grid ratio 1; k mesh 1 x 1 x 1, shifted by 0.5 0.5 0 of a step; self-consistency stop 1e-10 eV per atom in the density residual; occupations fixed; spin none; net charge 0.

Cell vectors (angstrom)
a	10.887	0	0
b	0	10.887	0
c	0	0	38.5071

Atoms: element, x, y, z (angstrom)
Si	0.1417	-0.3125	0.3658
Si	2.9103	2.1185	-0.0883
Si	-0.4106	5.621	0.2163
Si	2.3575	8.3613	-0.2435
Si	5.4411	0.1954	-0.0705
Si	8.0458	2.9666	0.3098
Si	5.7432	5.0807	0.0459
Si	8.3786	7.9114	0.232
Si	1.3796	1.2884	1.4914
Si	4.0091	3.9275	1.1435
Si	1.3651	6.7482	1.2313
Si	4.1461	9.4115	1.0783
Si	6.8572	1.3033	1.4223
Si	9.4825	4.1288	1.6942
Si	6.782	6.6981	1.424
Si	9.5115	9.3945	1.6239
Si	0.0465	2.7005	2.8242
Si	2.8057	-0.147	2.6771
Si	0.0693	8.0299	2.8163
Si	2.7309	5.3602	2.569
Si	5.4037	2.6819	2.6808
Si	8.1617	-0.0382	2.8264
Si	5.4053	8.131	2.6379
Si	8.0959	5.463	2.948
Si	1.4099	4.0952	4.0896
Si	4.0946	1.2939	4.0537
Si	1.42	9.4552	4.0946
Si	4.0562	6.749	3.9905
Si	6.7187	4.0281	4.137
Si	9.5425	1.3329	4.1386
Si	6.7543	9.4774	4.0869
Si	9.544	6.7805	4.2079
Si	0.0398	-0.0398	5.444
Si	2.7536	2.6987	5.4226
Si	0.0296	5.4058	5.4966
Si	2.7469	8.0967	5.4413
Si	5.4426	-0.0223	5.4571
Si	8.1473	2.6965	5.4627
Si	5.3976	5.4404	5.4375
Si	8.1566	8.1754	5.4787
Si	1.3722	1.3632	6.7863
Si	4.0768	4.0813	6.8117
Si	1.3706	6.7967	6.8352
Si	4.0791	9.5009	6.7949
Si	6.8049	1.3399	6.8258
Si	9.5176	4.0606	6.8114
Si	6.7831	6.7892	6.7967
Si	9.5309	9.536	6.8188
Si	0.0017	2.7167	8.1517
Si	2.7273	0.0042	8.1431
Si	0.0056	8.1805	8.1759
Si	2.7338	5.4485	8.1818
Si	5.4584	2.7411	8.1661
Si	8.1828	0.0079	8.1835
Si	5.4496	8.1731	8.1565
Si	8.1626	5.4439	8.1513
Si	1.3508	4.0973	9.5
Si	4.0847	1.3764	9.4973
Si	1.3497	9.58	9.5272
Si	4.0771	6.8525	9.5272
Si	6.8269	4.0938	9.5378
Si	9.5421	1.3774	9.5278
Si	6.8074	9.5296	9.5156
Si	9.5069	6.8223	9.5045
Si	0.0078	0.0589	10.9189
Si	2.701	2.7286	10.8447
Si	-0.002	5.4761	10.8407
Si	2.7169	8.2487	10.8875
Si	5.4558	0.0289	10.8537
Si	8.1949	2.7166	10.9003
Si	5.4699	5.5085	10.851
Si	8.1787	8.1992	10.8837
Si	1.368	1.4224	12.3005
Si	4.0683	4.1334	12.112
Si	1.2919	6.9079	12.1879
Si	4.0701	9.6437	12.2527
Si	6.8309	1.329	12.2469
Si	9.5936	4.0829	12.2143
Si	6.8164	6.8641	12.2505
Si	9.5089	9.5949	12.251
Si	0.042	2.7962	13.6961
Si	2.7411	0.1195	13.6965
Si	-0.0294	8.2816	13.6232
Si	2.6923	5.5216	13.4053
Si	5.4251	2.7653	13.4297
Si	8.1695	-0.0159	13.7121
Si	5.4487	8.2998	13.5725
Si	8.2397	5.4501	13.5023
Si	1.4489	4.2807	14.9387
Si	4.1109	1.6013	14.9714
Si	1.3807	9.6095	15.0445
Si	4.0244	6.8816	14.7294
Si	6.8367	4.0576	14.7337
Si	9.5479	1.4037	15.0498
Si	6.7455	9.5326	15.1414
Si	9.4664	6.861	14.9115
Si	0.0105	0.0466	16.4444
Si	3.1817	3.3965	16.2843
Si	0.2737	5.8832	16.2089
Si	2.6021	7.9754	16.236
Si	5.6181	0.4214	16.2956
Si	7.8808	2.5811	16.2284
Si	5.4412	5.4817	15.8863
Si	7.6924	7.6334	16.3116
Si	7.3855	0.5918	22.3812
Si	9.082	30.9614	18.4651
Si	-8.4822	20.4199	20.9235
Si	3.7248	10.5489	30.3037
Si	-1.8058	15.0391	33.9022
Si	-1.7981	16.2901	21.1288
Si	-11.045	18.992	20.979
Si	-19.0728	-4.9689	24.7309
Si	-13.7136	8.3813	24.9472
Si	-4.1412	-1.244	20.1258
Si	-9.6871	12.7928	35.659
Si	1.4212	12.4028	21.3894
Si	0.1641	7.6811	28.8098
Si	-15.8355	3.9724	27.8003
Si	-21.961	13.3786	27.5286
Si	-6.7199	20.4998	18.4682
Si	3.0243	-7.1456	34.2062
Si	-17.1823	12.8768	25.9911
Si	-19.1271	13.8177	23.8458
Si	1.2708	13.0766	18.3941
Si	-14.8247	21.6142	30.6311
Si	-14.8282	18.179	22.1707
Si	-17.6066	8.1525	23.1137
Si	4.0996	7.226	26.9446
Si	-12.2571	13.5404	22.4371
Si	-3.7145	6.1558	32.3004
Si	-25.7541	6.9404	27.1914
Si	-20.9405	5.3248	27.0395
Si	-1.2301	15.0167	18.3197
Si	-11.8295	42.54	23.4892
Si	13.4112	1.3578	28.1517
Si	-5.9213	-5.4836	35.5482
Si	-0.5913	10.427	35.9933
Si	7.3669	9.7453	36.3242
Si	1.4097	8.1976	35.2973
Si	-13.8794	23.8796	32.2412
Si	3.1908	8.9604	32.7828
Si	-13.6426	29.6583	29.9353
Si	9.7821	3.6724	36.5574
Si	8.0913	13.1519	29.341
Si	-8.5641	9.38	27.8874
Si	-10.0422	5.7083	33.5142
Si	5.6312	14.8948	33.0837
Si	-0.0012	12.4524	24.7696
Si	2.0442	17.5223	31.0775
Si	3.3832	16.1335	28.9164
Si	-16.0725	29.8346	34.1876
Si	5.7847	21.2833	24.7208
O	0.5352	0.4786	-3.2388
O	5.4315	9.1142	-19.1599
O	8.697	10.3967	-2.9008
O	4.2216	1.213	-0.5033
O	-1.4178	6.8107	-0.2768
O	-14.9438	7.4223	-5.2771
O	-0.0651	14.8751	-11.5947
O	1.3447	9.6239	-0.1853
O	6.3666	-0.1113	-1.4006
O	10.2377	0.0971	-0.9938
O	6.4853	2.7603	-5.8991
O	-0.1952	4.7422	-1.1425
O	5.3842	5.6761	-1.4314
O	-3.3433	11.4186	-6.5085
O	7.8442	8.6482	-1.1048
O	-8.7088	8.9633	-4.4386
O	-0.9727	-0.8828	17.3571
O	-15.2083	5.3713	27.2859
O	-16.4439	-11.158	30.5454
O	-7.3145	9.0214	21.8988
O	1.4107	6.9543	16.7543
O	-0.4856	5.319	17.5305
O	-17.9168	6.0218	25.8741
O	4.7064	10.8568	17.5834
O	0.9709	11.7812	17.4626
O	-7.8836	8.3983	26.7897
O	3.0015	7.2006	23.7591
O	-5.1505	13.9109	26.4932
O	-1.3345	4.2315	22.1369
O	-3.2154	29.4579	23.5475
O	-5.2962	18.6471	26.7122
O	7.8647	-0.8069	19.0372
O	-9.5218	18.2133	29.8087
O	-10.9465	17.3464	27.7749
O	-5.5294	18.0922	22.51
O	2.7327	15.4411	23.8586
O	-13.1458	21.4287	22.8192
O	12.3114	19.1478	20.6778
O	4.3829	26.2441	16.6954
O	13.3573	3.0136	17.6993
O	-2.4354	3.4557	17.4807
O	-12.872	13.4839	33.4166
O	-20.3714	2.3631	24.7074
O	3.5374	19.3645	17.4911
O	-17.0128	9.2539	24.1604
O	3.6197	4.478	35.5459
O	-14.446	-14.2404	28.6059
O	7.2468	8.4151	21.0456
O	-18.74	18.4911	31.9065
O	3.0269	21.1022	31.7489
O	0.7627	8.9824	28.0683
O	4.7007	19.8868	33.3483
O	6.5112	17.4036	16.6506
O	-11.1977	4.6387	33.6579
O	-17.7717	-4.2165	28.457
O	-9.095	1.8342	19.8617
O	-6.7268	14.2714	33.138
O	-9.7491	2.1424	28.3923
O	-4.0976	12.3641	16.7875
O	4.5742	15.0669	28.6727
O	-25.6697	25.0586	28.7906
O	-15.478	0.5523	23.5755
O	-2.8317	7.2587	26.1052
O	-30.3987	10.8787	27.332
O	-8.4585	2.3697	22.3404
O	-4.3121	0.0461	21.0832
O	-3.0104	6.6712	30.9619
O	-9.5838	16.7776	25.5788
O	-17.7678	2.4008	24.5371
O	-26.6755	15.4402	34.5979
O	-9.2444	10.8068	21.5767
O	-5.7705	0.452	25.8635
O	-22.663	8.7662	19.705
O	8.4119	7.8962	17.757
O	-0.3623	19.7885	22.3619
O	-1.1874	18.9116	29.5974
O	-13.7157	-8.8522	22.0452
O	-1.3441	19.8778	24.7804
O	-1.873	15.6316	19.6565
O	-14.1496	16.8256	21.5926
O	-7.6851	11.9349	29.6078
O	-7.8683	-0.8497	19.5129
O	-7.6298	20.2881	29.2352
O	-2.4055	13.5786	30.8532
O	-1.1483	35.0918	24.0231
O	-8.6853	26.6539	33.4667
O	-3.8144	20.5024	25.305
O	-8.5223	18.89	36.6355
O	-3.3054	31.0294	30.5596
O	1.9936	12.9593	37.0633
O	-9.9841	17.6555	34.7286
O	-4.4231	30.7718	35.2359
O	-0.3802	12.3167	26.3228
O	-3.4151	22.5351	29.3925
O	0.0894	11.0067	24.0332
O	3.4654	2.1682	27.1356
O	-10.1157	17.2462	32.0428
O	-0.1095	3.0022	18.5866
O	-0.6845	6.5868	21.1558
O	-2.7051	16.0304	33.028
O	2.2233	13.2726	34.5141
O	-18.883	16.2647	30.464
O	-10.949	2.8712	35.6684
O	0.0424	19.8422	35.7514
O	6.8872	14.8518	38.24
O	-15.9503	16.1538	32.0631
O	8.9753	13.5323	37.5098
O	-1.4717	2.3518	28.4611
O	8.7612	15.2146	35.4849
O	-8.7743	15.8222	27.9588
O	-6.0709	6.88	34.8814
O	-0.1356	23.6812	21.6671

Results
free energy: -161107.480 eV
free energy less fixed offsets of O -570.45, Si -639.56 eV per atom: -3.960 eV

Forces (eV/angstrom), in the order of the atoms: element, x, y, z
Si	-0.0043	0.0005	-0.022
Si	-0.007	0.002	-0.0257
Si	-0.001	-0.007	-0.019
Si	0.0083	-0.009	-0.0253
Si	0.007	-0.0001	-0.0225
Si	0.0074	0.0026	-0.0205
Si	-0.0028	0.0056	-0.022
Si	0.001	0.0038	-0.0218
Si	0.002	-0.0001	0.0041
Si	0.0003	-0.0028	0.0023
Si	-0.0005	0.0012	0.0016
Si	0.0005	0.0006	0.0031
Si	-0.0007	-0.0004	0.0044
Si	-0.0002	0.0018	0.0065
Si	0.0015	-0.0008	0.0023
Si	0.0011	-0.0013	0.0041
Si	0.0007	-0.0009	-0.0006
Si	0.0004	-0.001	-0.0026
Si	0.0012	-0.0003	-0.0014
Si	0.0018	-0.0001	-0.0013
Si	0.0008	0.0014	-0.0014
Si	0.0002	0.001	-0.0007
Si	-0.0021	0.0005	0.0006
Si	-0.0005	0.0001	-0.0011
Si	-0.0007	0.0008	0.0007
Si	-0.0001	0.0003	0.0005
Si	0.0003	0	0.001
Si	0.0008	0.0003	-0.0008
Si	0.0004	-0.0013	0.0016
Si	0.0013	0.0006	0.0008
Si	-0.0004	-0.0001	-0.001
Si	0.0007	-0.0001	0.0006
Si	-0.0008	-0.0006	-0.0017
Si	0.0012	-0.0002	-0.0009
Si	0.0004	-0.0003	-0.0001
Si	-0.0006	0.0001	-0.001
Si	0.0001	0.0002	-0.0007
Si	0.0004	-0.0004	-0.0013
Si	-0.0003	-0.0006	-0.0018
Si	0.0017	-0.0004	-0.001
Si	0.0013	-0.0005	-0.0009
Si	0.0008	-0.0003	-0.0006
Si	0.0015	-0.0009	-0.0005
Si	0.0012	0	-0.0004
Si	0.0008	-0.0002	-0.0003
Si	0.0012	-0.0001	-0.0009
Si	0.0009	0.0005	-0.0013
Si	0.0013	-0.0007	-0.0006
Si	0.001	-0.0007	-0.0006
Si	0.001	-0.0003	-0.0011
Si	0.0013	0.0003	-0.0012
Si	0.001	-0.0003	-0.0011
Si	0.0005	-0.0011	-0.0011
Si	0.0008	-0.001	-0.0002
Si	0.0012	-0.001	-0.0008
Si	0.0007	-0.0009	-0.0007
Si	0.0012	-0.001	-0.0002
Si	0.0015	-0.0006	0.0002
Si	0.0012	-0.0007	-0.0004
Si	0.0011	0.0002	-0.0012
Si	0.0006	-0.0002	-0.0008
Si	0.0009	-0.0003	-0.0003
Si	0.0011	0	-0.0001
Si	0.0004	-0.0006	0.0001
Si	0.0019	0.0008	-0.0002
Si	-0.0009	-0.0013	-0.0013
Si	0.0009	-0.0002	-0.0009
Si	0.0012	-0.0008	-0.0009
Si	0.0008	-0.0009	-0.0007
Si	0.0004	-0.0016	-0.0003
Si	0.0003	0.0001	-0.0019
Si	-0.0003	-0.0006	-0.0016
Si	0.0013	-0.0001	-0.0015
Si	0.0007	-0.0002	-0.0003
Si	0.0005	-0.0011	-0.0005
Si	0.002	0.0001	0.0006
Si	-0.0006	-0.0005	-0.0013
Si	0.0011	-0.0003	0
Si	0.0011	0.0002	-0.0008
Si	-0.0004	0.0001	0.0009
Si	-0.0013	-0.0015	0.0003
Si	0.0005	-0.0002	0.0005
Si	-0.0015	-0.0008	0.001
Si	-0.0007	-0.0015	-0.0003
Si	-0.0009	-0.0005	-0.0011
Si	0.0014	-0.0025	0.0008
Si	0.0015	0.0022	-0.0014
Si	0.0019	0.0007	0.0002
Si	-0.0006	-0.0024	0.0053
Si	-0.0018	0.0004	0.0044
Si	-0.001	0.0005	0.003
Si	-0.0002	0.0006	0.0038
Si	0.0005	-0.001	0.0039
Si	0.0018	-0.0008	0.0047
Si	0.0001	-0.0019	0.0027
Si	-0.0012	-0.0013	0.0045
Si	0.0036	0.0014	-0.0306
Si	0.0044	-0.0022	-0.0194
Si	0.0028	0.0023	-0.0204
Si	-0.0058	-0.0034	-0.0207
Si	0.0042	0.001	-0.0202
Si	-0.0012	-0.0023	-0.0208
Si	0.0018	0	-0.0109
Si	-0.0019	-0.0007	-0.0216
Si	0.0031	-0.0001	0.0077
Si	-0.0031	-0.0024	-0.0364
Si	0.0023	-0.0019	-0.0054
Si	0.0031	-0.0033	0.0201
Si	0.0036	-0.0046	-0.0007
Si	0.0043	0.002	-0.003
Si	-0.0007	-0.0021	-0.0055
Si	-0.0029	-0.0047	0.0171
Si	-0.0044	-0.0098	0.0228
Si	-0.0013	-0.0023	-0.0133
Si	-0.0006	-0.0043	-0.0147
Si	0.0009	0.0058	-0.0049
Si	0.0006	-0.0013	0.0217
Si	0.0063	0.0002	0.0188
Si	-0.0079	0.0036	0.0208
Si	0.0009	-0.0029	-0.0374
Si	-0.0023	0.0019	0.0025
Si	-0.0005	0.0038	0.0178
Si	0.0006	0.0116	0.0202
Si	-0.0004	0.0021	-0.0366
Si	0.0113	0.0042	0.0169
Si	0.0004	0.0068	0.0078
Si	-0.0014	-0.0023	0.0126
Si	0.0001	0.0052	0.0165
Si	0.0015	-0.0023	0.0045
Si	0.0024	-0.0049	0.0125
Si	0.0003	-0.0019	0.0301
Si	-0.003	-0.0013	0.0192
Si	-0.0002	-0.0031	-0.0328
Si	0.0032	0.0021	0.0119
Si	-0.0014	-0.0016	0.0236
Si	0.0018	-0.0092	-0.0211
Si	-0.0003	-0.0019	-0.0148
Si	-0.0008	-0.0038	-0.0257
Si	-0.0085	-0.0016	-0.0222
Si	-0.0008	0.0058	0.016
Si	0.001	0.0018	0.013
Si	-0.0008	-0.0077	0.023
Si	-0.0044	0.0049	-0.0183
Si	-0.0007	-0.0001	0.0206
Si	-0.0007	-0.002	0.0192
Si	-0.003	-0.0028	0.0067
Si	-0.0049	0.0092	0.0126
Si	0.0059	0.0017	0.0213
Si	-0.004	0.0009	0.0172
Si	-0.0021	0.0023	0.0297
Si	0.0008	0.0006	-0.0027
Si	-0.003	-0.0022	0.0192
O	0.0031	-0.0017	0.0078
O	0.0036	0.0011	0.0086
O	-0.0015	-0.0019	0.0067
O	0.0056	-0.0021	0.0033
O	-0.0005	0.004	0.0161
O	-0.0019	0.0044	-0.0005
O	-0.002	-0.0018	-0.0063
O	-0.0028	0.0046	0.0028
O	-0.0075	0.0034	0.0247
O	0.0061	0	0.025
O	0.0216	-0.0162	-0.0125
O	0.003	0.0114	0.0169
O	0.0059	0.0003	0.0282
O	-0.0025	-0.0025	-0.008
O	0.0051	-0.0088	0.0251
O	0.0017	-0.0025	0.0025
O	-0.0112	-0.0114	0.0238
O	-0.0026	0.004	-0.0066
O	0.0015	-0.0022	-0.0046
O	-0.002	0.0022	-0.0037
O	0.0008	-0.0005	0.0101
O	-0.007	-0.0117	0.0237
O	-0.004	-0.0019	-0.0123
O	-0.0112	-0.0128	0.028
O	0.0061	0.0069	0.0193
O	-0.0005	0.0003	-0.0106
O	0.0006	0.0046	-0.0097
O	-0.0036	-0.0053	-0.0127
O	-0.0006	0.0005	-0.0005
O	-0.005	0.0001	-0.006
O	-0.0008	0.004	-0.0062
O	-0.002	-0.0013	0.0086
O	0.0008	0.0028	-0.0068
O	-0.0005	-0.0032	-0.0093
O	0.0022	-0.0001	-0.0056
O	-0.0014	0.0021	-0.0059
O	-0.0012	0.0031	-0.0072
O	-0.0013	-0.0025	0.0023
O	-0.001	-0.0005	0.0079
O	-0.0111	-0.0063	0.0248
O	0.0109	0.0116	0.0253
O	-0.0068	0.0074	-0.0013
O	-0.0044	-0.0013	-0.0073
O	0.0094	0.008	0.0274
O	-0.0003	0.0007	-0.0091
O	-0.0013	0.0008	-0.0012
O	0.0092	0.0003	-0.0266
O	-0.0012	-0.0015	0.0047
O	-0.0017	0.0009	-0.0028
O	0.0034	0.0003	-0.0126
O	0.0021	0	-0.0039
O	0.0022	-0.0024	-0.0017
O	0.0003	-0.0002	0.0108
O	0.0071	0.0029	0.0037
O	0.0058	0.0034	-0.0129
O	0.0027	-0.0053	0.018
O	-0.0014	0.0005	0.0049
O	-0.0022	0.0009	-0.0088
O	-0.0009	-0.0013	0.0094
O	0.0012	-0.0012	-0.0095
O	-0.0046	0.0015	-0.0121
O	0.0015	0.002	-0.0081
O	0.0031	0.0086	-0.0288
O	-0.0004	0.0016	-0.0094
O	-0.003	-0.0019	-0.0094
O	-0.0011	0.0024	-0.0009
O	0.0062	0.0149	-0.0151
O	0.0033	0.0015	-0.0134
O	-0.0033	0	-0.0155
O	-0.0009	0.0054	0.005
O	-0.0017	0.002	0.0018
O	0.0002	-0.0022	-0.01
O	0.0053	-0.0036	0.0128
O	0.0093	0.0093	0.0258
O	0.0041	-0.0011	-0.0037
O	0.003	-0.0024	-0.0049
O	-0.0002	-0.0002	0.0003
O	-0.001	0.0009	-0.008
O	-0.0046	0.0032	0.0128
O	-0.0007	-0.002	0.0013
O	-0.0024	0.0009	-0.0079
O	-0.003	-0.0005	0.011
O	-0.0009	-0.0011	-0.0103
O	-0.0036	0.0006	-0.0114
O	-0.0039	0.002	-0.0133
O	0.0028	0.0008	-0.0042
O	-0.0009	0.0008	-0.0108
O	0.0055	0.0044	0.0312
O	-0.0034	-0.0001	-0.007
O	0.0127	0.0018	0.0318
O	0.005	0.001	0.002
O	0.0048	0.0062	0.0058
O	-0.0016	-0.0055	-0.0166
O	0.001	0.0024	-0.0099
O	-0.0045	-0.0012	-0.0071
O	0.0041	0.0017	-0.013
O	0.0036	0.0014	-0.0087
O	-0.0019	0.0022	0.0028
O	-0.0021	0.0001	-0.0013
O	0.0031	-0.0015	-0.0022
O	0.0001	0.0007	0.0061
O	0.0012	-0.0012	-0.0171
O	-0.0013	-0.0021	0.0082
O	0.0048	0.0011	0.0077
O	0.0016	-0.0014	0.0096
O	0.0015	0	-0.0046
O	-0.0117	-0.0059	0.0229
O	0.0091	-0.0002	-0.0123
O	0.0022	-0.0026	0.0011
O	-0.0052	-0.0015	-0.0075
O	-0.0012	0.0008	0.0071
O	-0.0028	0.0019	-0.0037

The program warned: the cutoff lies below the one the program advises for these potential files; the forces do not sum to zero within the program's tolerance; empty levels may hold ghost states of the PAW files; the exchange-correlation potential is rough where the density is thin.
